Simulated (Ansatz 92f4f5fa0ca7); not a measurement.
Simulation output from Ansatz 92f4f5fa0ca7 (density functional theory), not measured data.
Periodic cell of 221 atoms, Si132O87H1N1, from a study of silicon, its oxide and their interface. The atomic structure is a simulated model.
Doubt: the cutoff is far below the 930 eV that the study's wrapper takes by default for these files, so forces and energies are approximate.

Settings: functional PBE; potential files Ansatz PAW; basis plane waves; wave-function cutoff 580 eV; density cutoff ratio 5; exchange-correlation grid ratio 1; k mesh 1 x 1 x 1, Gamma-centred; self-consistency stop 5e-08 eV per atom in the density residual; occupations fixed; spin none; net charge 0.

Cell vectors (angstrom)
a	10.938	0	0
b	0	10.938	0
c	0	0	32.3129

Atoms and the computed forces on them: element, x, y, z (angstrom), force x, y, z (eV/angstrom)
Si	-0.2243	0.2557	24.7024	-0.024	-0.0213	-0.032
Si	5.736	-0.3454	24.7985	0.1653	-0.112	-0.2414
Si	2.519	2.828	24.8007	0.0604	0.0785	-0.043
Si	8.4894	2.4775	24.717	0.0306	-0.1171	-0.0044
Si	0.2208	4.9647	24.6588	-0.0202	0.0391	-0.1085
Si	5.2147	5.8402	25.1017	-0.0496	-0.0182	-0.248
Si	2.9849	7.923	24.8132	0.1537	-0.1807	-0.2623
Si	7.9731	8.4136	24.8013	0.0443	-0.0527	-0.0937
Si	1.3208	1.3417	26.1653	-0.0541	0.0099	-0.2375
Si	6.8802	1.3108	26.091	-0.0483	0.081	-0.2458
Si	4.0594	4.0713	26.1689	-0.0124	0.022	-0.2112
Si	9.6006	4.0094	26.1526	-0.1384	0.0605	-0.1401
Si	1.3061	6.7465	26.0126	0.0154	-0.1108	-0.2219
Si	6.846	6.9623	26.3096	-0.0544	-0.0378	-0.1325
Si	4.1121	9.5177	26.1608	-0.0016	0.0028	-0.1785
Si	9.5693	9.6005	26.0991	-0.0161	0.0378	-0.27
Si	2.7344	-0.0164	27.4892	0.0392	0.0269	0.1213
Si	8.2247	-0.0089	27.5336	-0.0371	0.0095	-0.098
Si	0.0079	2.7097	27.5627	0.0397	0.0105	0.0712
Si	5.488	2.7148	27.4844	0.0741	-0.0468	-0.0255
Si	2.6911	5.4658	27.5206	-0.0235	-0.0738	-0.1366
Si	8.2206	5.4606	27.5025	0.0674	-0.0876	0.0532
Si	0.0015	8.1822	27.4448	0.04	0.0258	0.0093
Si	5.4428	8.2501	27.6107	0.1144	0.0943	0.1852
Si	4.1018	1.3673	28.8947	0.0484	-0.0717	-0.3225
Si	9.5708	1.3673	28.8947	-0.0425	-0.086	0.2556
Si	1.3673	4.1018	28.8947	-0.078	0.0275	0.2184
Si	6.8362	4.1018	28.8947	0.0738	-0.0987	-0.2802
Si	4.1018	6.8362	28.8947	-0.2836	-0.1282	0.1052
Si	9.5708	6.8362	28.8947	0.1509	-0.0157	-0.3129
Si	1.3673	9.5708	28.8947	-0.015	-0.2396	-0.4167
Si	6.8362	9.5708	28.8947	0.0711	0.3747	0.4321
Si	0	0	30.2619	-0.097	0.0165	-0.0203
Si	5.469	0	30.2619	0.1385	0.014	0.0369
Si	2.7345	2.7345	30.2619	-0.0365	0.0913	-0.0498
Si	8.2035	2.7345	30.2619	0.0145	-0.0331	0.012
Si	0	5.469	30.2619	0.0473	-0.0463	-0.0038
Si	5.469	5.469	30.2619	-0.0825	-0.0147	-0.0505
Si	2.7345	8.2035	30.2619	0.002	-0.0872	-0.0031
Si	8.2035	8.2035	30.2619	-0.0559	0.0517	-0.0436
Si	1.3673	1.3673	31.6292	0.0799	-0.0259	-0.018
Si	6.8362	1.3673	31.6292	-0.0888	0.0595	-0.0027
Si	4.1018	4.1018	31.6292	0.0405	-0.0637	-0.0034
Si	9.5708	4.1018	31.6292	-0.0106	0.0758	-0.034
Si	1.3673	6.8362	31.6292	-0.0244	0.0384	-0.0252
Si	6.8362	6.8362	31.6292	0.0315	-0.022	-0.0128
Si	4.1018	9.5708	31.6292	-0.0425	0.004	-0.0355
Si	9.5708	9.5708	31.6292	0.0481	-0.0635	-0.0008
Si	2.7345	0	0.6835	0.0161	-0.0259	0.0123
Si	8.2035	0	0.6835	-0.0334	0.0304	0.0038
Si	0	2.7345	0.6835	-0.052	0.0357	0.0043
Si	5.469	2.7345	0.6835	0.0389	0.0343	0.043
Si	2.7345	5.469	0.6835	-0.027	0.0366	0.0021
Si	8.2035	5.469	0.6835	0.0209	-0.0844	0.0218
Si	0	8.2035	0.6835	0.0347	-0.0513	0.0305
Si	5.469	8.2035	0.6835	-0.0133	0.0191	0.018
Si	4.1018	1.3673	2.0507	-0.1034	0.008	-0.0387
Si	9.5708	1.3673	2.0507	0.0623	-0.0192	0.0733
Si	1.3673	4.1018	2.0507	0.0619	-0.0021	0.0874
Si	6.8362	4.1018	2.0507	-0.0244	0.0833	-0.0686
Si	4.1018	6.8362	2.0507	-0.0004	-0.0639	0.0925
Si	9.5708	6.8362	2.0507	0.0027	0.0783	-0.0406
Si	1.3673	9.5708	2.0507	0.0691	0.03	-0.0364
Si	6.8362	9.5708	2.0507	0.0537	-0.0464	0.0675
Si	0	0	3.418	0.0447	0.0086	0.0687
Si	5.469	0	3.418	-0.0304	0.1712	0.527
Si	2.7345	2.7345	3.418	-0.008	-0.4876	-0.1039
Si	8.2035	2.7345	3.418	-0.3561	0.0376	0.3291
Si	0	5.469	3.418	-0.2067	0.0514	0.2795
Si	5.469	5.469	3.418	0.411	-0.1932	-0.427
Si	2.7345	8.2035	3.418	-0.1016	0.5804	0.0591
Si	8.2035	8.2035	3.418	0.3943	0.1121	-0.17
Si	1.3583	1.3518	4.8225	0.0663	0.1214	0.141
Si	6.8323	1.3703	4.8841	-0.0176	0.0361	-0.0381
Si	4.2029	4.004	4.7082	-0.0707	-0.1185	-0.1629
Si	9.5256	4.1083	4.8157	-0.0513	0.066	0.0094
Si	1.3355	6.9084	4.7678	-0.1215	0.1381	-0.0759
Si	6.8691	6.8297	4.7301	0.0544	0.0056	-0.0654
Si	4.0808	9.6138	4.8466	-0.1451	0.0201	0.0477
Si	9.564	9.607	4.8104	-0.0215	-0.0939	-0.0433
Si	2.7175	0.0468	6.3637	-0.0547	-0.0554	0.0654
Si	8.234	0.0166	6.2637	0.0756	-0.0583	0.1407
Si	-0.0629	2.7298	6.1706	-0.1483	-0.2156	0.1176
Si	5.4361	2.7223	6.3143	-0.0067	0.0059	0.1519
Si	2.8595	5.4985	5.7965	0.0151	0.0365	0.0699
Si	8.1749	5.524	6.2029	0.1487	-0.0228	0.2825
Si	0.0077	8.3065	6.2413	0.0739	-0.0658	0.1754
Si	5.5552	8.2205	6.0437	0.0574	-0.0054	0.2137
Si	3.6388	1.8296	7.7251	-0.2205	0.1413	0.2343
Si	9.8364	1.1009	7.6839	0.1006	0.002	-0.1166
Si	1.5247	4.1698	7.0742	0.0917	0.147	0.2623
Si	6.5751	4.3748	7.5661	-0.1392	0.2231	0.2391
Si	4.4236	6.53	7.1861	-0.0383	0.1525	0.3089
Si	9.2839	7.2156	7.5259	-0.1806	0.0793	0.0733
Si	1.166	9.8024	7.7717	-0.0901	0.0651	-0.1671
Si	7.0121	9.3553	7.5284	-0.1891	-0.0225	0.1875
O	1.4958	3.9933	24.2302	-0.1577	0.0306	0.2765
O	6.8436	9.4835	24.1924	-0.0878	0.1277	0.4819
O	2.5437	3.0497	7.6807	0.1704	-0.2325	-0.0755
O	8.0932	8.2357	8.0827	0.2389	-0.0664	-0.3884
O	5.4064	5.4884	8.0729	0.1322	-0.0807	-0.6208
O	0.0308	0.0062	8.275	-0.0699	0.041	-0.3059
O	4.1453	6.8315	24.2649	-0.0814	0.0285	0.6754
O	9.6092	1.3776	24.1098	-0.0141	0.0071	0.4561
O	1.8246	9.1269	9.1582	-0.0816	0.0881	-0.1358
O	1.0827	5.2863	8.2267	-0.0919	-0.0738	-0.01
O	9.0423	1.7302	9.0172	-0.0113	0.0217	0.0279
O	6.2565	9.9094	8.9121	0.1507	0.0193	-0.3875
O	3.627	1.6645	9.4097	0.1824	-0.1769	-0.5417
O	3.486	7.4194	8.1775	-0.0529	-0.0017	0.2109
O	7.2115	3.7329	8.9748	0.0841	-0.0557	-0.1645
O	9.9568	6.7908	8.9885	0.0037	-0.1073	-0.1253
O	2.9881	1.9743	23.4422	0.0277	-0.0192	0.1263
O	5.0417	0.2586	23.4195	0.0013	0.0616	0.1197
O	7.8996	3.2772	23.3688	-0.0352	-0.0274	0.0639
O	10.3251	5.0331	23.2201	0.1311	0.0394	0.4171
O	8.7069	7.6165	23.5407	-0.0978	0.057	0.2302
O	2.4215	8.6493	23.4461	-0.0662	0.004	0.1208
O	6.3325	5.2619	24.0462	0.0069	-0.1107	-0.0816
O	0.5334	10.5627	23.3645	-0.0394	0.036	0.0953
Si	3.0057	8.0485	9.5855	0.035	-0.1376	-0.1888
Si	9.9724	0.231	13.1428	-0.0286	-0.0484	0.0104
Si	14.7879	5.6532	13.4136	-0.115	0.1348	-0.1388
Si	4.4604	1.6512	22.8082	-0.0211	-0.0093	-0.1552
Si	8.5808	2.3447	20.283	0.0481	-0.0549	-0.077
Si	10.1891	4.9378	21.5963	0.2208	-0.0388	-0.3692
Si	1.2354	9.3198	22.5555	0.0056	0.0686	0.1645
Si	13.1083	4.5649	20.253	0.09	0.0966	-0.0259
Si	1.9961	5.378	11.0733	0.1976	-0.0595	0.158
Si	-2.0077	10.1369	20.1942	0.0554	0.0001	-0.1027
Si	4.4466	6.6432	16.043	-0.1233	-0.0842	0.0598
Si	7.4487	9.3977	12.7798	-0.0017	0.1481	-0.0037
Si	5.6768	9.5809	10.3936	0.0596	0.0374	0.1705
Si	5.3842	3.0149	12.7678	0.0142	-0.0735	-0.2017
Si	3.1361	12.5726	16.0361	-0.0928	-0.0765	0.0569
Si	2.6858	9.37	19.8173	0.1421	-0.1998	-0.2647
Si	5.2735	3.882	15.4634	-0.035	0.1955	0.0724
Si	3.3037	2.6172	10.7062	0.044	0.1319	0.2174
Si	4.9484	11.0148	12.7719	-0.0454	-0.0197	0.0773
Si	6.4816	4.026	23.0236	0.0854	0.1179	-0.2315
Si	13.1243	0.7154	13.0889	0.0483	-0.1859	0.0321
Si	8.6801	3.2532	9.5258	0.0279	0.0408	-0.1336
Si	9.6339	14.0282	17.4821	-0.0423	-0.1035	0.0737
Si	12.2537	2.4569	18.4255	0.0695	-0.0095	0.0917
Si	8.2005	4.5241	15.2681	-0.0386	-0.1004	-0.0293
Si	4.6865	-0.0741	18.0541	0.0055	0.0518	0.0577
Si	4.9991	4.8405	20.5077	-0.3073	0.1008	-0.2388
Si	7.275	7.5966	15.3259	-0.0872	0.0988	-0.0054
Si	14.558	6.7059	18.924	-0.0052	-0.0979	0.1619
Si	9.4511	7.7941	22.0928	-0.1688	0.1274	-0.2392
Si	18.3098	9.7147	17.4769	0.0337	0.1707	0.0901
Si	10.7704	5.4142	9.2721	0.1388	0.0466	0.1551
Si	5.5274	13.0326	20.0036	0.0673	0.0901	-0.3547
Si	0.4092	-0.5717	18.4771	0.0125	-0.0002	-0.0314
Si	9.5818	11.2268	16.2237	-0.0429	-0.0474	0.0162
Si	8.5815	3.0757	12.6324	-0.1169	-0.2086	0.2835
O	6.9841	13.7834	12.6543	0.0672	0.0145	-0.0174
O	7.0036	-8.6891	20.6887	-0.0248	0.0165	0.1326
O	11.7265	0.9727	18.837	-0.0006	-0.0005	0.0121
N	4.8341	4.2708	13.8216	0.0664	-0.0616	0.0972
O	2.1069	2.4229	17.0166	0.0572	-0.0132	-0.0618
O	9.7867	10.8007	14.698	0.0023	-0.0186	0.0406
O	5.5282	1.191	18.6551	-0.0278	0.0303	0.08
O	3.3866	10.4972	12.9901	0.0258	0.0438	-0.0161
O	2.5237	4.0052	10.3313	-0.0615	0.1357	0.002
O	0.3733	5.3737	10.8216	-0.2101	-0.0325	-0.214
O	5.0912	3.574	19.4823	0.09	-0.087	0.1219
O	9.4098	3.5787	21.0191	-0.0451	0.0451	0.1489
O	15.6187	6.6371	12.3955	0.0353	-0.0958	0.084
O	1.7094	9.415	18.503	0.0033	0.0394	0.0612
O	0.0909	8.1919	22.2702	0.1173	-0.0633	0.0175
O	13.4002	5.544	18.9573	0.0147	0.0389	-0.02
O	16.6907	-1.1295	17.4317	0.0138	-0.0623	-0.071
O	10.6226	10.2761	17.0361	-0.0199	0.0318	-0.0244
O	4.5186	1.5598	21.1756	-0.1252	-0.0698	0.3472
O	2.4511	5.276	12.6431	-0.025	0.0169	-0.0963
O	6.2277	4.7612	21.566	0.2365	-0.1394	0.3228
O	8.6609	9.0641	21.3933	0.0533	-0.0731	0.0746
O	8.0422	10.979	16.6889	0.0094	-0.01	-0.0245
O	3.1604	7.8376	19.994	-0.0285	0.1397	0.0029
O	15.9857	6.1621	19.5478	-0.0332	-0.0475	-0.0011
O	4.9164	12.5165	13.385	-0.0217	-0.0233	0.0226
O	8.8726	10.1662	12.4058	-0.0486	-0.0117	0.0289
O	8.9271	4.1219	13.8469	0.0372	0.0692	-0.0157
O	6.2123	10.2537	13.4915	0.0693	-0.0361	-0.0452
O	7.7498	8.2489	13.8975	0.0036	-0.0593	0.0378
O	7.8367	8.3639	16.6648	-0.0057	-0.061	-0.0437
O	4.2808	8.7592	10.3025	-0.0739	-0.0847	-0.0456
O	4.7401	3.1576	11.2906	-0.0355	0.0108	-0.0635
O	5.3142	10.9826	11.1714	-0.0013	0.0271	-0.0494
O	4.4561	13.5077	15.9183	0.0197	0.0228	0.0537
O	3.9586	10.2762	19.3849	-0.0651	0.0011	0.068
O	6.8801	3.5696	15.4794	-0.0059	-0.0216	0.0735
O	13.0866	3.0243	19.7021	-0.0092	-0.0476	-0.0612
O	0.6564	11.0589	12.8218	0.0286	0.0267	0.0409
O	-1.5206	6.3684	21.2354	-0.0191	0.0172	0.1698
O	5.6448	7.5722	15.4439	0.0414	-0.015	-0.0119
O	4.9933	5.1508	16.4517	0.047	-0.0761	0.005
O	3.7951	7.274	17.402	0.0548	-0.0294	-0.1438
O	0.0821	3.5023	18.2184	-0.0335	0.0395	-0.0728
O	11.7084	4.9362	20.9753	-0.1374	0.0427	0.1066
O	7.8251	6.0872	15.2483	0.0651	0.0156	-0.0067
O	5.3444	2.9175	23.3119	-0.0232	-0.0076	0.1093
O	12.8927	9.8677	21.1838	-0.0815	0.0493	0.223
O	9.0604	11.7312	20.613	-0.0267	0.0049	-0.0057
O	2.4557	1.8066	11.8771	0.0603	0.0778	-0.1241
O	2.327	1.3174	14.6317	0.0318	0.0772	0.0323
O	9.1404	4.3343	16.58	-0.0181	0.0665	-0.0491
O	3.6452	0.2967	16.8449	-0.0101	-0.0001	-0.0599
O	9.4883	12.6874	12.8537	-0.0349	0.1144	-0.0431
O	10.3898	-1.1983	19.617	-0.0514	0.0227	0.02
O	7.8118	9.8185	19.0459	-0.0191	-0.0488	-0.033
O	14.4342	15.693	21.2314	0.0607	-0.0428	-0.0025
O	6.8109	-2.1067	11.3593	-0.044	-0.027	-0.0581
O	14.3287	6.4112	14.8096	0.1323	-0.0371	0.0294
O	2.4794	6.8356	10.5237	0.0225	0.0646	-0.1072
O	9.8172	4.178	8.8327	-0.0065	0.0176	-0.0402
O	8.8723	3.5548	11.1125	-0.0123	0.0149	-0.2964
O	9.9153	1.8578	16.4487	-0.0209	0.0381	-0.0363
O	8.6064	2.6326	18.666	-0.0048	0.017	-0.0081
H	16.5742	6.7452	12.5227	-0.1171	-0.0233	-0.0173

Results
free energy: -133793.180 eV
free energy less fixed offsets of H -15.97, N -385.13, O -568.88, Si -635.61 eV per atom: 1.000 eV

The program warned: the cutoff lies below the one the program advises for these potential files; the forces do not sum to zero within the program's tolerance; the exchange-correlation potential is rough where the density is thin.
